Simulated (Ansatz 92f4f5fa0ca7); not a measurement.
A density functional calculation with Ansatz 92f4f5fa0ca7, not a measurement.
Periodic cell of 225 atoms, Si132O91P2, from a study of silicon, its oxide and their interface. The atomic structure is a simulated model.
Doubt: the cutoff is far below the 930 eV that the study's wrapper takes by default for these files, so forces and energies are approximate.
This geometry differs little from another in the collection (a relaxation step or a small displacement).

Settings: functional PBE; potential files Ansatz PAW; basis plane waves; wave-function cutoff 580 eV; density cutoff ratio 5; exchange-correlation grid ratio 1; k mesh 1 x 1 x 1, Gamma-centred; self-consistency stop 5e-08 eV per atom in the density residual; occupations fixed; spin none; net charge 0.

Cell vectors (angstrom)
a	10.938	0	0
b	0	10.938	0
c	0	0	31.9494

Atoms and the computed forces on them: element, x, y, z (angstrom), force x, y, z (eV/angstrom)
P	10.5846	-0.0411	24.2094	0.3888	-0.1692	0.0983
Si	5.1464	0.206	24.6729	-0.0174	-0.0313	0.0061
Si	2.7908	2.2601	24.5355	-0.0007	0.0201	0.0312
P	8.4745	2.5794	24.4828	0.0294	0.0303	0.0193
Si	10.686	5.5758	24.3545	0.0259	0.0018	-0.0103
Si	5.1256	5.6021	24.4466	-0.0445	0.0007	-0.1803
Si	3.0106	7.9904	24.4281	0.0005	-0.0176	-0.194
Si	8.462	7.8699	24.4217	-0.0369	-0.015	-0.0084
Si	1.2502	1.0046	25.7744	-0.2126	0.095	-0.0773
Si	6.8475	1.4743	25.7708	0.0084	0.0157	0.0225
Si	3.9524	4.0071	25.751	0.0346	-0.1273	0.0144
Si	9.6232	3.9942	25.8576	-0.0327	-0.0164	-0.055
Si	1.3295	6.8151	25.6705	-0.0434	0.042	0.0178
Si	6.8227	6.7195	25.7216	0.0487	-0.0268	-0.0236
Si	4.0543	9.5134	25.9493	-0.0347	0.0648	-0.0291
Si	9.5622	9.5171	25.772	-0.0299	0.0978	-0.1217
Si	2.6475	-0.125	27.2799	0.0054	-0.0969	0.0222
Si	8.1783	-0.0104	27.1011	-0.0386	0.0117	0.0429
Si	0.0538	2.5912	27.144	0.0865	0.0176	0.0289
Si	5.4209	2.7489	27.1598	-0.0378	0.0477	-0.0204
Si	2.6588	5.4372	27.1025	-0.0245	0.0186	0.0862
Si	8.1871	5.3864	27.1457	-0.0314	-0.0048	0.0349
Si	-0.0011	8.1711	27.1313	0.1186	-0.0322	0.0617
Si	5.5209	8.134	27.1493	0.0509	0.0246	0.0798
Si	4.0718	1.3319	28.5146	0.0143	0.0259	-0.0047
Si	9.5475	1.3287	28.5197	-0.0123	-0.0043	-0.0291
Si	1.3636	4.048	28.5128	-0.0186	-0.0098	0.0064
Si	6.8044	4.0819	28.5454	0.0049	-0.0053	0.0183
Si	4.0885	6.7922	28.4857	-0.0249	-0.0459	-0.0057
Si	9.5534	6.7961	28.487	-0.0084	0.0036	-0.0123
Si	1.3103	9.481	28.6192	-0.042	-0.0228	0.03
Si	6.8434	9.5506	28.5124	-0.0101	0.0029	-0.0096
Si	-0.0227	-0.0087	29.9192	0.0342	-0.0149	-0.032
Si	5.4711	-0.0063	29.8834	-0.0079	-0.052	-0.0101
Si	2.7477	2.719	29.897	-0.0234	0.0513	-0.0014
Si	8.1982	2.7253	29.8929	-0.0138	-0.0025	-0.0198
Si	-0.0058	5.4496	29.8753	0.0298	-0.0231	-0.0009
Si	5.4563	5.4676	29.898	0.0121	-0.0034	-0.0117
Si	2.7559	8.1597	29.9105	-0.0119	0.0316	-0.0238
Si	8.2221	8.1908	29.8802	-0.0155	0.0283	0.0125
Si	1.3673	1.3673	31.2657	0.0428	0.0355	-0.0425
Si	6.8362	1.3673	31.2657	0.056	-0.0209	-0.0581
Si	4.1018	4.1018	31.2657	-0.0186	-0.0636	0.0135
Si	9.5708	4.1018	31.2657	-0.0734	-0.0826	-0.0894
Si	1.3673	6.8362	31.2657	0.0327	-0.2663	-0.0445
Si	6.8362	6.8362	31.2657	0.0365	0.0922	-0.1417
Si	4.1018	9.5708	31.2657	0.0694	-0.0624	-0.0843
Si	9.5708	9.5708	31.2657	-0.1659	-0.1476	0.1211
Si	2.7345	0	0.6835	0.0085	0.0723	0.0089
Si	8.2035	0	0.6835	-0.0385	0.0391	-0.0865
Si	0	2.7345	0.6835	0.0484	0.0827	0.0463
Si	5.469	2.7345	0.6835	-0.0465	0.0593	0.0756
Si	2.7345	5.469	0.6835	-0.0855	-0.0283	-0.0323
Si	8.2035	5.469	0.6835	0.0161	0.1144	-0.0325
Si	0	8.2035	0.6835	-0.0134	0.0666	0.1027
Si	5.469	8.2035	0.6835	0.044	0.1294	0.0892
Si	4.0966	1.3773	2.0632	0.0051	0.0017	-0.0043
Si	9.5923	1.3516	2.0441	-0.0228	0.0206	0.01
Si	1.3517	4.1361	2.0567	0.0139	-0.0148	-0.0049
Si	6.8233	4.1349	2.0432	0.026	-0.0136	0.0242
Si	4.0886	6.8473	2.044	0.0048	-0.0066	0.0123
Si	9.5735	6.8385	2.0639	-0.0065	-0.0015	-0.0032
Si	1.3602	9.5987	2.0545	0.022	-0.0001	0.0199
Si	6.8254	9.611	2.0486	0.031	-0.0124	-0.001
Si	0.0272	0.0328	3.4706	0.0111	0.0042	0.0142
Si	5.482	0.0383	3.4505	-0.0079	-0.0021	0.028
Si	2.7166	2.7683	3.403	-0.0274	0.0057	-0.0062
Si	8.2475	2.7777	3.346	0.0316	0.0218	-0.0597
Si	0.0238	5.5138	3.4721	0.0235	0.0211	0.0313
Si	5.4709	5.522	3.4267	-0.0137	0.0187	0.0063
Si	2.7352	8.2379	3.3998	-0.0108	0.0041	-0.021
Si	8.2388	8.2803	3.3864	0.0166	0.054	-0.0179
Si	1.3771	1.4527	4.8447	-0.0157	-0.0013	-0.0229
Si	6.9068	1.4747	4.7291	-0.0242	-0.0277	0.0202
Si	4.0583	4.1497	4.7575	0.019	0.0191	0.0093
Si	9.5953	4.08	4.7793	-0.0034	0.0003	-0.0038
Si	1.3665	6.971	4.8432	-0.0316	-0.0077	-0.0149
Si	6.8387	6.9862	4.7288	-0.0131	-0.036	0.0167
Si	4.0915	9.5717	4.7893	0.0155	0.0255	-0.0042
Si	9.6199	9.5753	4.8398	0.0016	-0.014	-0.0168
Si	2.7558	0.0341	6.1374	0.0198	-0.0051	0.0143
Si	8.2941	0.1178	6.0884	-0.0081	-0.0044	0.0049
Si	0.0138	2.7967	6.3008	0.0107	0.0102	0.0079
Si	5.5116	2.8364	6.0724	-0.0081	-0.0049	0.0067
Si	2.7525	5.5902	6.1369	0.0096	-0.0079	0.0104
Si	8.2526	5.596	5.9592	-0.009	0.0009	0.0052
Si	0.0477	8.3044	6.3714	0.0076	0.0064	0.0087
Si	5.4973	8.2992	6.2189	-0.0004	0.0004	0.0095
Si	4.4231	1.1776	7.328	-0.0059	-0.0059	-0.0259
Si	9.8101	1.1482	7.6157	0.0016	-0.0019	0.0063
Si	1.1783	4.4996	7.5021	0.0018	-0.0102	-0.0192
Si	6.6384	4.5419	7.249	0.0052	0.0083	-0.013
Si	4.3211	6.7052	7.54	-0.0051	-0.001	-0.0197
Si	9.7312	6.6103	7.5011	0.0005	0.0031	-0.0135
Si	1.2806	9.9416	7.7043	-0.0045	-0.0131	-0.0329
Si	6.721	9.9608	7.4077	0	0.004	-0.0186
O	4.0876	6.8073	24.0063	0.0009	0.0599	0.1711
O	4.0359	1.272	24.035	-0.0192	0.0008	-0.0063
O	9.5577	6.7208	23.9038	-0.0118	-0.0013	0.0254
O	-0.0218	5.5448	8.0161	-0.013	-0.004	0.0053
O	5.5705	0.12	7.907	0.0008	0.0055	0.011
O	0.0725	0.0916	8.1459	-0.0066	0.0026	0.0041
O	5.5305	5.6126	7.8799	0.0105	-0.01	0.0087
O	7.5941	3.9615	8.4414	0.004	-0.0079	0.0055
O	8.7302	7.0443	8.7627	-0.0026	0.0034	0.014
O	2.1822	9.4573	9.0411	0.0072	-0.0025	0.0235
O	8.8887	1.6744	8.9151	-0.0023	0.0043	0.0073
O	7.6178	9.4678	8.7063	0.0036	-0.0048	0.0095
O	3.6067	1.8092	8.6029	-0.0005	0.0064	0.0109
O	3.5826	7.223	8.9469	0.0012	0.0025	0.0093
O	2.0669	4.0001	8.8109	0.0043	-0.0005	0.0138
O	7.8551	3.9416	23.7039	-0.0043	-0.0269	-0.0122
O	0.4186	4.9127	22.9714	-0.0075	-0.0116	-0.0163
O	1.9094	2.7423	23.234	-0.0232	-0.0067	-0.0219
O	5.5765	4.9627	22.9792	0.0269	-0.0217	0.0268
O	5.6179	10.0835	23.511	0.0246	-0.0118	-0.025
O	2.6264	8.6493	22.9488	0.0118	-0.0185	0.06
O	0.2865	9.6512	23.2595	-0.1044	0.0093	-0.1164
O	7.8199	8.578	23.066	0.0089	0.0141	0.0014
Si	8.6663	7.6902	18.4642	0.0013	0.0031	-0.0024
Si	8.79	6.355	13.6319	0.0037	-0.0002	0.0002
Si	3.803	1.5226	14.7379	-0.0018	0.0006	-0.0017
Si	2.1423	5.712	17.6171	-0.0028	-0.002	-0.0029
Si	2.3767	3.1235	19.5025	-0.0024	0.0074	-0.0014
Si	9.8183	9.0278	12.084	0.0006	-0.0001	-0.0096
Si	1.4004	9.2864	22.0906	-0.0418	-0.003	0.1314
Si	9.1809	0.9595	13.2082	0.0034	0.001	-0.0039
Si	1.4222	5.0431	13.0274	-0.0001	-0.0006	-0.004
Si	1.7973	8.2448	12.8268	0.0026	-0.0006	-0.0075
Si	6.7096	9.5868	22.4275	-0.0101	-0.0029	0.0431
Si	4.5446	4.5769	15.7153	0.003	0.0019	0.0015
Si	8.2082	3.0125	9.585	0.0038	-0.0007	-0.0161
Si	0.8632	8.1972	19.2672	0.0021	0.0066	-0.0026
Si	6.9913	1.3702	21.136	0.0062	0.004	-0.0215
Si	8.2288	8.3101	9.6761	0.004	-0.0026	-0.0169
Si	10.8869	5.1932	15.6022	0.0008	-0.0023	-0.0004
Si	7.5775	9.4935	16.3371	0.0029	-0.0026	0.0017
Si	9.9241	2.0594	20.3024	0.0072	0.0076	-0.0262
Si	3.2181	8.5098	9.9217	-0.0064	0.0026	-0.0214
Si	6.6985	3.3458	17.4541	0.0011	-0.0059	-0.0117
Si	1.1267	0.176	19.8522	0.0091	-0.0241	-0.0105
Si	3.2383	2.8051	12.3045	0.0006	-0.0006	-0.0099
Si	7.2051	5.4074	19.7224	-0.0094	0.0126	-0.0131
Si	5.7527	8.657	11.5525	0.0011	-0.0004	-0.0137
Si	5.7921	6.0594	13.205	0.0007	-0.0013	-0.0047
Si	4.6438	9.7128	17.6475	-0.0007	-0.0056	0.0007
Si	0.9887	3.582	22.1914	0.0143	0.013	0.0393
Si	4.8878	1.4936	18.8588	-0.0024	0.0008	-0.0134
Si	3.1955	3.0733	9.5222	-0.0066	-0.0011	-0.0203
Si	6.4624	10.8033	13.8034	0.0027	-0.0012	-0.005
Si	10.3564	0.1142	15.9861	0.0004	0.0012	-0.0046
Si	5.6643	3.6456	11.1584	0.0011	-0.0014	-0.0134
Si	9.8463	3.8919	11.9072	-0.0012	-0.0012	-0.0112
Si	2.3487	9.9154	15.5619	0.0003	-0.0018	-0.0028
Si	6.0873	8.1433	19.8281	-0.0013	-0.004	0.0087
Si	6.8263	4.0744	22.4366	-0.0206	0.0634	0.0588
Si	9.769	2.7789	17.3871	-0.002	-0.0013	-0.0028
O	7.2012	6.3691	13.9775	0.0009	-0.0004	0.0031
O	1.9021	7.027	18.658	0.003	-0.0063	0
O	10.2769	4.0334	16.525	-0.0006	0.0013	-0.0003
O	6.176	9.9616	17.072	0.0035	-0.0009	0.0029
O	10.1553	0.6953	14.4804	0.0001	-0.0015	0.0032
O	8.4414	6.1126	18.894	0.0008	-0.0045	0.0099
O	5.177	0.6651	14.4397	0.001	0.0004	0.0031
O	5.7285	2.0502	17.5858	0	-0.0024	0.0136
O	8.3277	1.9898	20.4875	-0.0201	-0.0079	0.0182
O	1.9716	4.2606	18.3851	0.0008	0.0024	0.0044
O	6.9658	2.7894	10.6441	-0.002	0.0017	0.0082
O	4.8738	2.6974	12.2243	0.0001	-0.0002	0.0057
O	6.043	4.3684	16.3625	-0.0003	0.0011	0.0067
O	4.5637	3.9094	9.9438	0.0039	0.0013	0.0096
O	10.6455	2.7419	21.6026	-0.0139	-0.0096	0.0041
O	9.7273	6.1593	14.9679	-0.0009	0.0005	0.0018
O	6.0071	6.5093	19.8786	0.0062	-0.0053	0.0032
O	4.0975	0.1712	18.3215	0.0051	0.0021	0.006
O	9.2683	10.5521	12.28	0.0009	0.0011	0.0057
O	2.8563	4.3469	12.7179	0.0002	0.001	0.0047
O	1.8136	10.668	21.2886	-0.0029	0.025	-0.035
O	3.9616	2.7291	19.4088	0.0071	-0.0049	0.0021
O	0.7365	10.0382	15.9843	0.0004	0.0001	0.0029
O	1.271	9.7748	18.8832	-0.0015	0.0142	0.0122
O	1.7033	1.6218	19.3279	0.0019	-0.0014	0.003
O	8.9482	10.386	16.5148	0	-0.0009	0.0017
O	4.8844	8.5908	18.8151	0.0034	0.0044	-0.0034
O	9.5746	8.7525	10.4914	0.0018	0.0008	0.0096
O	6.7221	4.1078	18.8907	0.0026	0.0006	0.0122
O	2.8488	1.7055	13.4122	0	-0.0012	0.0037
O	5.8485	8.8149	21.2836	0.0052	0.0047	-0.0059
O	2.5421	2.4415	10.8822	0.0009	-0.0001	0.0107
O	7.5851	4.86	21.218	0.0028	-0.0043	-0.0068
O	5.2127	7.4648	12.5612	0.0013	-0.0013	0.0051
O	0.4348	9.058	12.5103	-0.0002	-0.0006	0.0045
O	7.5892	1.0451	13.5915	-0.0002	-0.0011	0.0042
O	7.1186	9.6214	14.764	-0.0011	0.0015	0.0012
O	8.9854	5.0288	12.6956	0.0004	0.0011	0.0057
O	8.1016	8.0312	16.935	-0.0024	0.0021	0.0029
O	6.3373	2.5558	22.062	0.0285	-0.0145	0.0012
O	2.4576	9.0535	14.1284	0.0006	-0.0009	0.0023
O	0.43	4.4832	11.8575	0.002	-0.0001	0.0048
O	0.8877	8.2049	20.9353	-0.0091	-0.0025	-0.0203
O	9.3894	3.8176	10.3528	0.0019	0.0007	0.0086
O	9.6603	2.3823	12.5448	0.0008	-0.0013	0.005
O	7.6358	8.5681	19.412	0.003	-0.0015	0.0031
O	2.5545	8.1671	11.377	-0.0013	-0.0008	0.0123
O	3.9968	3.0369	15.3823	-0.0001	-0.0006	0.0009
O	0.8202	4.469	14.4303	0.0014	-0.0005	0.002
O	10.108	3.0055	18.9724	-0.0014	-0.0023	0.0081
O	9.143	7.802	12.9471	0.001	-0.0007	0.0044
O	10.473	0.5242	20.0892	-0.0063	0.0029	0.0019
O	6.0364	5.0309	11.9379	0.0016	0.0022	0.0066
O	8.1614	2.742	17.0786	-0.0022	0.0022	0.0058
O	3.5462	5.4486	16.7331	0.0025	-0.002	0.0022
O	4.67	9.1263	10.3984	0.004	0	0.0099
O	1.5359	6.6638	13.1877	0.0006	-0.0003	0.0033
O	4.7757	5.4692	14.3527	0.0005	0.0005	0.002
O	1.9748	3.8541	20.9113	0.003	-0.0042	-0.0146
O	10.5555	1.4106	16.9611	0.0012	-0.0031	0.0018
O	0.9601	6.0504	16.5398	-0.0015	-0.0023	0.0001
O	7.4445	10.9476	21.9018	-0.0149	-0.0083	-0.0009
O	5.8844	0.966	20.0273	0.0154	0.0103	0.0234
O	6.0829	10.0108	12.4183	0.0007	0.0012	0.0059
O	2.8517	0.5377	15.6111	0.0022	0.0028	0.0022
O	7.055	8.0027	10.7804	-0.0022	0.0006	0.009
O	10.2583	7.9854	18.7069	-0.0011	-0.0042	0.0064
O	3.4547	9.2034	16.6013	-0.0012	0.0015	0.0022

Results
free energy: -137178.049 eV
free energy less fixed offsets of O -568.88, P -755.39, Si -635.61 eV per atom: 1.331 eV

The program warned: the cutoff lies below the one the program advises for these potential files; the exchange-correlation potential is rough where the density is thin.
